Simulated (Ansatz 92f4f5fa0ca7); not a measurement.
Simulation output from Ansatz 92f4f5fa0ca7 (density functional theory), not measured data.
Periodic cell of 220 atoms, Si134O82H4, from a study of silicon, its oxide and their interface. The atomic structure is a simulated model.
Doubt: the cutoff is far below the 930 eV that the study's wrapper takes by default for these files, so forces and energies are approximate.

Settings
functional: PBE
potential files: Ansatz PAW
basis: plane waves
wave-function cutoff: 580 eV
density cutoff ratio: 5
exchange-correlation grid ratio: 1
k mesh: 1 x 1 x 1, Gamma-centred
self-consistency stop: 5e-08 eV per atom in the density residual
occupations: fixed
spin: none
net charge: 0

Cell vectors (angstrom)
a  10.938  0  0
b  0  10.938  0
c  0  0  31.5707

Atoms and the computed forces on them: element, x, y, z (angstrom), force x, y, z (eV/angstrom)
Si  0.4431  10.5558  24.1684  -0.4308  0.5034  -0.229
Si  5.9329  10.4812  24.1378  -0.0543  0.0597  0.0119
Si  2.1819  3.3454  24.4453  0.4603  -0.4703  0.0175
Si  7.6388  3.3326  23.9498  0.6573  -0.3981  -0.2883
Si  0.4133  5.1076  24.3639  -0.4242  0.4241  0.0654
Si  5.7858  4.9809  23.9821  -0.5286  0.3893  -0.2031
Si  2.1627  8.8474  24.12  0.4901  -0.4926  -0.3446
Si  7.664  8.7312  24.1285  0.0616  -0.0632  0.071
Si  1.3007  1.4055  25.5016  0.0789  0.0149  -0.0231
Si  6.8616  1.4392  25.2755  -0.1568  -0.0978  0.1095
Si  4.1248  4.1778  25.4964  -0.1015  -0.1565  0.1399
Si  9.4598  4.1257  25.3871  -0.0817  0.0312  0.0657
Si  1.3944  6.9477  25.454  -0.0431  -0.0028  -0.0316
Si  6.7135  6.8401  25.2688  0.1862  0.0927  0.0596
Si  4.0592  9.607  25.3598  0.1366  0.075  0.0993
Si  9.5354  9.6206  25.3622  -0.1246  -0.0677  0.0755
Si  2.7571  0.0527  26.7878  -0.0901  -0.0513  0.1167
Si  8.2191  0.0969  26.7438  -0.0102  -0.0972  -0.0193
Si  -0.111  2.7507  26.7929  -0.0943  -0.0528  0.1715
Si  5.4545  2.6938  26.7636  0.0796  0.0988  0.1009
Si  2.756  5.559  26.8032  0.099  0.1151  0.2684
Si  8.1575  5.5558  26.741  -0.1015  -0.0484  0.0615
Si  -0.0729  8.2241  26.7793  0.0484  0.0988  0.1052
Si  5.3825  8.1739  26.7407  0.0547  0.049  -0.0117
Si  4.1018  1.3673  28.1524  0.1504  0.0375  0.3548
Si  9.5708  1.3673  28.1524  -0.1859  0.075  0.5888
Si  1.3673  4.1018  28.1524  -0.1636  0.1727  -0.4403
Si  6.8362  4.1018  28.1524  -0.0224  0.0434  -0.3983
Si  4.1018  6.8362  28.1524  0.0354  0.2211  0.7211
Si  9.5708  6.8362  28.1524  -0.2427  0.0497  0.1062
Si  1.3673  9.5708  28.1524  -0.0512  0.1098  -0.2716
Si  6.8362  9.5708  28.1524  -0.1053  0.0878  -0.7712
Si  0  0  29.5197  0.0245  0.024  -0.0263
Si  5.469  0  29.5197  -0.037  -0.0083  0.0055
Si  2.7345  2.7345  29.5197  0.0786  -0.0396  -0.0319
Si  8.2035  2.7345  29.5197  0.0643  -0.0572  0.0033
Si  0  5.469  29.5197  -0.0006  -0.0225  -0.0056
Si  5.469  5.469  29.5197  -0.0279  0.0092  -0.0243
Si  2.7345  8.2035  29.5197  0.0851  -0.0399  0.003
Si  8.2035  8.2035  29.5197  0.0736  -0.0297  -0.0241
Si  1.3673  1.3673  30.8869  -0.0598  -0.0173  0.002
Si  6.8362  1.3673  30.8869  0.0016  0.0632  -0.0354
Si  4.1018  4.1018  30.8869  -0.0072  0.0652  -0.0004
Si  9.5708  4.1018  30.8869  -0.0357  -0.0219  -0.0307
Si  1.3673  6.8362  30.8869  -0.0073  0.0853  -0.0402
Si  6.8362  6.8362  30.8869  -0.0262  -0.0166  -0.0026
Si  4.1018  9.5708  30.8869  -0.0877  0.0007  -0.0319
Si  9.5708  9.5708  30.8869  0.0085  0.0271  0.004
Si  2.7345  0  0.6835  0.1347  -0.0233  0.0146
Si  8.2035  0  0.6835  -0.0319  0.0408  0.0077
Si  0  2.7345  0.6835  -0.0274  0.04  0.0067
Si  5.469  2.7345  0.6835  0.0111  -0.1365  0.0006
Si  2.7345  5.469  0.6835  -0.0415  0.0035  0.008
Si  8.2035  5.469  0.6835  0.1069  0.0088  0.013
Si  0  8.2035  0.6835  0.0468  -0.1135  0.0016
Si  5.469  8.2035  0.6835  -0.0408  0.0424  -0.0028
Si  4.1018  1.3673  2.0507  -0.0749  0.0735  -0.0195
Si  9.5708  1.3673  2.0507  0.0998  -0.0062  -0.0005
Si  1.3673  4.1018  2.0507  0.0441  0.002  0.0356
Si  6.8362  4.1018  2.0507  -0.0856  0.0216  -0.0182
Si  4.1018  6.8362  2.0507  0.0065  -0.0032  0.0201
Si  9.5708  6.8362  2.0507  -0.0542  0.0916  -0.0137
Si  1.3673  9.5708  2.0507  -0.1418  0.0184  -0.0284
Si  6.8362  9.5708  2.0507  0.0453  -0.0569  0.0061
Si  0  0  3.418  0.0971  0.0151  -0.5396
Si  5.469  0  3.418  0.0175  0.1344  0.5923
Si  2.7345  2.7345  3.418  0.2837  -0.1069  -0.5051
Si  8.2035  2.7345  3.418  0.0496  0.0442  0.6749
Si  0  5.469  3.418  -0.0092  -0.0386  0.5156
Si  5.469  5.469  3.418  -0.03  -0.2038  -0.1666
Si  2.7345  8.2035  3.418  0.0035  -0.1792  0.596
Si  8.2035  8.2035  3.418  0.0462  -0.0766  -0.8008
Si  1.4182  1.3314  4.7127  0.0348  -0.0363  0.0802
Si  6.8468  1.3753  4.8824  -0.0535  -0.0957  -0.0302
Si  4.1251  4.046  4.7719  -0.0271  -0.0463  0.0167
Si  9.5935  4.0941  4.8738  0.0424  -0.0009  -0.0691
Si  1.3801  6.7935  4.867  -0.0245  0.0131  -0.036
Si  6.888  6.8111  4.7136  0.0369  0.0609  -0.0671
Si  4.1148  9.5553  4.845  0.0007  0.0813  -0.0488
Si  9.5561  9.5736  4.6914  -0.0202  0.0157  0.0867
Si  2.7486  0.0361  6.2018  -0.1881  -0.0484  -0.0968
Si  8.2334  -0.0865  6.1672  0.2296  0.048  0.0078
Si  0.101  2.6403  6.1353  -0.1348  -0.1477  -0.0096
Si  5.4849  2.7779  6.2953  0.0273  0.134  -0.0274
Si  2.7359  5.2949  6.2131  0.0826  -0.056  0.0917
Si  8.2044  5.5429  6.2073  -0.0054  0.0373  0.0549
Si  -0.0608  8.255  6.1009  0.1203  0.1293  -0.03
Si  5.5496  8.1332  6.0938  0.009  -0.1821  0.1702
Si  3.7024  1.7798  7.5117  0.277  -0.539  0.2134
Si  10.0805  0.8427  7.3491  0.0246  -0.1786  -0.1322
Si  1.9107  3.3476  7.4853  -0.4801  0.3455  -0.1008
Si  6.3943  4.6879  7.4789  0.4377  -0.3143  0.0545
Si  4.5781  6.3103  7.2679  -0.3775  0.4441  -0.2556
Si  9.1044  7.4329  7.4151  0.4699  -0.2743  -0.0091
Si  0.8764  10.0427  7.35  -0.0587  0.1362  -0.0887
Si  7.3164  9.045  7.4109  -0.3674  0.4756  0.058
H  9.6908  1.2332  8.7374  0.0375  -0.0119  0.0867
H  1.2178  9.6251  8.7466  -0.0027  0.026  0.0567
O  6.855  9.5702  8.9313  0.159  -0.1493  -0.1705
O  9.8036  7.3265  8.9366  -0.1856  0.1162  -0.1454
O  3.7988  7.0182  8.5558  0.0915  -0.0855  0.1374
O  7.0688  4.4375  8.9961  -0.1783  0.0627  -0.1682
O  1.3114  3.1699  9.0494  0.1941  -0.107  -0.0964
O  4.0379  1.2649  9.082  -0.129  0.2032  -0.3689
H  5.5449  10.8266  22.7304  0.0328  -0.0435  -0.0342
H  8.052  8.3836  22.7228  -0.0321  0.047  -0.06
O  0.0055  0.1754  22.6489  0.1431  -0.2353  0.1767
O  2.5793  8.6144  22.5057  -0.2179  0.2017  0.22
O  4.9796  5.3184  22.5027  0.3038  -0.1188  0.2574
O  8.2605  3.0106  22.423  -0.2668  0.1927  0.2593
O  -0.143  5.8318  22.9352  0.0956  -0.1492  0.0135
O  2.8494  2.8422  22.9998  -0.1424  0.1428  -0.1668
Si  8.5761  2.6382  20.864  -0.2508  0.0582  -0.0694
Si  8.4366  1.154  16.1622  -0.0107  -0.0816  -0.1028
Si  11.0383  4.7987  16.6553  -0.0061  0.0102  -0.0955
Si  0.5925  5.5132  21.5239  -0.0884  0.1051  -0.2902
Si  1.4899  6.8594  14.8532  0.0305  -0.008  -0.0617
Si  2.8513  10.1665  12.6901  -0.0301  -0.0116  0.0532
Si  10.1723  6.4697  10.255  -0.0303  0.0021  0.1308
Si  9.4089  5.3511  19.3247  -0.136  0.0461  -0.0497
Si  7.2282  8.1444  12.9243  -0.0583  -0.0525  0.0791
Si  9.6621  9.7291  17.3281  0.0485  -0.0696  0.0024
Si  5.8525  2.0854  19.969  -0.0478  -0.1085  -0.1241
Si  5.1761  3.6173  17.2361  -0.0613  0.0105  -0.0716
Si  4.8241  7.1458  19.2472  0.0576  0.0754  -0.1186
Si  3.4615  3.5274  12.2556  0.0476  -0.0151  0.1534
Si  4.7314  4.583  21.0556  0.1404  -0.045  -0.177
Si  1.1509  9.6905  19.1409  0.0724  0.0427  -0.0405
Si  9.5474  2.7654  11.9525  -0.034  -0.0328  -0.0859
Si  9.9889  0.5964  13.6569  0.0499  -0.0174  -0.0709
Si  5.4929  1.0166  16.1968  -0.1702  0.0592  -0.002
Si  1.0521  3.9896  10.4257  0.0981  0.0054  0.1983
Si  4.3156  0.98  10.6569  -0.0935  0.1116  0.2161
Si  3.6265  0.6392  18.6957  0.0235  -0.0246  -0.0468
Si  2.4854  7.8146  21.098  -0.0835  0.0725  -0.1265
Si  1.4707  7.511  11.9928  0.0873  0.0624  0.1072
Si  3.997  7.3064  10.1246  -0.0037  -0.0472  0.2324
Si  6.6822  5.8994  16.0737  -0.0138  0.0028  -0.0178
Si  2.2048  3.0267  21.524  0.0704  -0.1501  -0.1562
Si  5.5979  5.555  12.1002  -0.0809  -0.052  0.2237
Si  8.7492  3.9194  14.8797  0.0354  0.0587  -0.0187
Si  1.8753  1.6909  14.3292  0.1082  0.0704  -0.0786
Si  6.1421  9.563  10.3852  -0.0235  -0.0521  0.1521
Si  7.6631  7.6622  18.3761  -0.0716  0.0103  -0.0255
Si  7.7842  4.4627  10.4448  -0.0452  -0.1249  0.1472
Si  9.8303  8.6758  14.404  0.0342  -0.0437  -0.0158
Si  0.2326  0.833  21.1807  0.1148  -0.1311  -0.1303
Si  2.3634  2.8948  17.2099  0.0238  -0.0786  -0.145
Si  4.239  7.5282  16.182  -0.0186  -0.0141  0.0194
Si  5.193  9.7038  14.4836  -0.0223  -0.0078  -0.0413
O  5.2041  0.3696  14.7358  0.0562  -0.0054  0.0343
O  8.7409  7.8542  13.4905  -0.0107  0.0446  -0.0102
O  1.7026  9.0537  12.4548  -0.0179  -0.0277  -0.0721
O  10.3556  9.9662  13.5532  -0.0086  0.0184  0.0419
O  0.2407  1.5758  14.249  -0.0377  -0.0411  0.0068
O  4.8374  9.0213  15.9247  0.0106  -0.0086  -0.0192
O  8.4386  2.7854  16.0382  0.0338  -0.0376  0.0223
O  3.5815  4.0066  17.2241  0.0154  -0.0546  0.0155
O  4.7259  8.7421  10.3453  -0.0072  0.0408  -0.0835
O  9.9848  5.3011  17.7897  0.0243  0.0049  0.0603
O  6.7027  4.4701  11.6497  0.0581  -0.0089  -0.1196
O  5.7317  0.1576  10.8119  0.0551  0.0151  -0.0187
O  8.9177  3.4412  13.3222  0.0078  -0.0136  0.0452
O  10.5954  5.9038  20.2748  0.1318  0.0108  0.1033
O  8.7633  3.9658  19.9034  0.0072  -0.0811  0.0386
O  4.0818  7.1647  17.7723  -0.0108  -0.0058  0.1261
O  0.3521  5.3517  9.8922  0.079  -0.0247  -0.0805
O  6.2115  7.9884  19.0528  -0.0382  -0.0062  -0.0055
O  3.2924  3.8811  20.6643  -0.0262  0.026  -0.0235
O  0.9052  3.5808  17.3738  -0.0144  -0.0192  0.0768
O  2.6206  1.9102  18.4756  -0.023  0.0533  0.0657
O  8.6139  3.0727  10.6517  -0.0238  0.0313  -0.0169
O  5.0638  5.6233  19.8254  -0.0955  -0.0992  0.1397
O  4.4458  4.6868  12.8965  0.0381  0.0397  -0.1031
O  2.0287  6.2816  21.419  0.0442  -0.0701  0.0645
O  2.3314  1.9923  15.853  -0.0074  0.0209  0.0409
O  4.9516  6.1523  10.7393  0.0198  -0.0087  -0.1642
O  6.3284  6.7766  12.9034  -0.0161  -0.0246  -0.0638
O  2.8263  7.5962  15.3938  0.0066  -0.0244  0.0144
O  10.2057  4.4904  15.2985  0.0159  -0.0094  -0.0233
O  5.6505  2.7808  18.5264  0.0321  -0.0237  0.0696
O  6.6494  9.1742  14.0371  0.0206  0.0264  -0.0506
O  8.2666  6.5  19.336  0.0693  -0.0591  -0.0094
O  8.6023  9.0015  18.3543  0.0292  0.0473  -0.0191
O  1.7087  1.5475  21.0567  -0.0099  0.0502  0.032
O  6.1881  4.8655  17.2217  -0.0042  -0.0189  0.0619
O  4.1789  9.3863  13.2461  0.0444  -0.0164  -0.0498
O  4.4691  0.4486  17.3204  0.0371  -0.0398  0.0078
O  7.4956  7.0879  16.8419  0.0041  -0.0156  -0.0602
O  8.7841  5.7379  10.7271  0.0238  0.0785  -0.0383
O  0.8422  3.9085  21.5105  -0.0259  0.0579  0.1352
O  3.94  7.9022  20.3816  0.0088  -0.0378  0.046
O  0.1988  10.6636  20.0067  -0.0711  0.0597  0.0915
O  7.4083  1.6426  20.2177  0.0432  0.0477  0.0559
O  5.3796  2.6272  15.95  0.0132  0.0014  0.0073
O  2.4924  4.2374  11.1514  -0.1442  0.0436  -0.1441
O  1.7354  6.469  13.262  -0.0455  0.0482  -0.042
O  7.1793  8.8676  11.4544  0.0248  0.0281  -0.055
O  4.6965  0.8929  19.9536  0.0085  0.0414  -0.0198
O  10.8716  7.3893  11.4232  -0.0706  -0.1175  -0.0748
O  0.1646  7.7654  14.773  -0.0468  0.02  0.0197
O  1.3705  8.3524  20.0342  0.0134  -0.0703  0.065
O  9.9607  1.8301  20.8397  0.0488  -0.0179  -0.0062
O  7.6002  5.0935  14.9852  0.0329  -0.0234  0.0121
O  2.6606  10.2788  18.8838  -0.0114  0.0219  0.0197
O  0.112  3.2755  11.5575  0.0097  0.0396  -0.0578
O  2.5225  2.8748  13.4174  -0.0383  -0.0244  -0.0119
O  2.4035  0.2296  13.8841  0.003  -0.0419  -0.0213
O  2.5298  7.2375  10.7993  0.0153  0.0115  -0.0035
O  6.9931  0.6301  16.687  0.0914  -0.0063  0.0265
O  9.6119  1.1479  12.1683  -0.0046  0.0634  0.0739
O  3.1085  0.0724  11.316  0.0384  -0.0282  -0.0523
O  9.5018  0.4347  17.193  -0.0299  0.0082  0.0335
O  1.259  5.7669  16.0423  -0.0328  -0.0093  0.0279
O  4.3661  2.3784  11.5131  0.0969  -0.0937  -0.1017
O  5.694  3.2553  21.1008  -0.0234  0.1117  0.047
O  5.2832  6.4851  15.4507  0.0398  -0.0282  0.0114
O  0.2798  9.3997  17.7772  -0.029  -0.0009  0.0173
O  8.6901  0.6861  14.6239  -0.0382  0.0241  0.0005
O  9.2842  9.1259  15.865  -0.0319  0.0107  0.0258

Results
free energy: -131883.848 eV
free energy less fixed offsets of H -15.97, O -568.88, Si -635.61 eV per atom: -0.068 eV

The program warned: the cutoff lies below the one the program advises for these potential files; the forces do not sum to zero within the program's tolerance; the exchange-correlation potential is rough where the density is thin.
